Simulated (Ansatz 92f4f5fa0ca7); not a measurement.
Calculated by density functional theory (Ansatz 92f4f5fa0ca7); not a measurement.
Periodic cell of 442 atoms, Si288O154, from a study of silicon, its oxide and their interface. The atomic structure is a simulated model.
Doubt: the cutoff is far below the 930 eV that the study's wrapper takes by default for these files, so forces and energies are approximate.
This geometry differs little from another in the collection (a relaxation step or a small displacement).

Settings
functional: PBE
potential files: Ansatz PAW
basis: plane waves
wave-function cutoff: 580 eV
density cutoff ratio: 5
exchange-correlation grid ratio: 1
k mesh: 1 x 1 x 1, Gamma-centred
self-consistency stop: 5e-08 eV per atom in the density residual
occupations: fixed
spin: none
net charge: 0

Cell vectors (angstrom)
a 15.4687 0 0
b 0 15.4687 0
c 7.2768 1.9955 33.2471

Atoms and the computed forces on them: element, x, y, z (angstrom), force x, y, z (eV/angstrom)
Si 7.107 2.305 24.293 0.003 -0.013 0.022
Si 7.301 5.461 24.336 -0.003 0.027 0.033
Si 7.308 10.026 24.299 -0.001 -0.02 0.011
Si 7.279 -2.28 24.341 0.004 0.031 0.026
Si 11.013 2.425 24.468 -0.001 -0.01 0.011
Si 11.185 5.576 24.492 0.001 0.017 0.018
Si 11.033 10.191 24.322 -0.009 -0.002 -0.004
Si 11.361 -2.117 24.406 -0.006 0.009 0.035
Si 14.814 2.485 24.336 0.004 -0.007 0.011
Si 15.116 5.65 24.505 -0.004 0.015 0.023
Si 15.137 10.122 24.411 -0.001 -0.02 0.007
Si 15.309 -2.212 24.48 -0.002 0.011 0.035
Si 3.288 2.803 24.496 -0.003 0.023 0.015
Si 3.372 5.279 24.596 -0.002 -0.024 0.021
Si 3.322 9.925 24.476 0.003 -0.021 0.017
Si 3.402 -2.413 24.517 -0.005 0.024 0.029
Si 9.053 2.044 25.694 0.001 -0.002 0.009
Si 9.192 5.848 25.718 0 -0.002 0.008
Si 9.186 9.804 25.723 -0.001 -0.006 0.007
Si 9.279 -1.839 25.586 0 -0.007 0.003
Si 12.979 2.059 25.739 0.002 -0.006 0.013
Si 13.126 5.902 25.772 0 -0.006 0.011
Si 13.07 9.755 25.541 0.012 -0.004 0.021
Si 13.271 -1.846 25.713 -0.006 -0.009 0.007
Si 16.823 2.047 25.636 0.003 0 0.01
Si 16.975 5.799 25.905 -0.004 -0.002 0.003
Si 16.934 9.757 25.884 0 -0.003 0.005
Si 17.067 -2.01 25.972 -0.003 0.001 -0.009
Si 5.217 2.065 25.683 0.006 -0.005 0.006
Si 5.376 5.777 25.717 0.007 -0.003 0.006
Si 5.363 9.685 25.643 -0.003 -0.002 0.017
Si 5.382 -1.976 25.707 -0.002 0.004 0.003
Si 9.157 3.94 27.13 0 0.008 -0.001
Si 9.197 7.823 27.038 0.001 -0.001 0.001
Si 9.226 11.737 27.079 0 0.003 -0.001
Si 9.186 0.073 27.001 0 0.001 0.009
Si 13.058 3.963 27.152 0 0.002 0
Si 13.072 7.876 27.032 -0.002 0.003 0.008
Si 13.13 11.648 27.048 -0.002 0.012 0.004
Si 13.101 0.091 27.057 -0.001 0.005 0.007
Si 16.87 3.856 27.204 0.001 0.002 0
Si 16.943 7.786 27.155 0.004 0.001 0.002
Si 16.969 11.592 27.336 -0.001 0.005 0.009
Si 16.956 0.091 27.04 0.003 -0.005 0.005
Si 5.349 3.907 27.164 0 -0.004 0.005
Si 5.363 7.762 27.025 -0.003 0.001 0.009
Si 5.358 11.589 27.111 0.002 0.006 0.01
Si 5.31 0.049 26.984 -0.003 0.001 0.005
Si 7.265 3.933 28.524 -0.001 -0.001 0.008
Si 7.277 7.806 28.428 0.001 0.001 0.002
Si 7.298 11.677 28.46 0.001 -0.001 0.008
Si 7.253 0.061 28.388 -0.001 0 0
Si 11.11 3.94 28.477 -0.001 -0.005 0.012
Si 11.138 7.824 28.415 -0.001 0.002 -0.001
Si 11.175 11.686 28.423 -0.002 0.001 0.011
Si 11.132 0.067 28.401 0 -0.001 -0.001
Si 14.96 3.916 28.544 0.004 -0.002 0.009
Si 14.98 7.809 28.46 0.003 0 0
Si 14.974 11.635 28.537 0.006 -0.005 0.006
Si 15.025 0.077 28.434 0.001 0.003 0.002
Si 3.391 3.898 28.493 -0.002 -0.001 0.006
Si 3.443 7.784 28.451 -0.001 0.002 0.003
Si 3.477 11.626 28.556 -0.005 -0.002 0.008
Si 3.415 0.067 28.421 -0.002 0.002 0.005
Si 7.276 1.969 29.824 0 0.003 0.004
Si 7.275 5.889 29.836 0.001 -0.004 0.004
Si 7.283 9.733 29.818 -0.001 0.001 0.004
Si 7.267 -1.853 29.812 0 -0.004 0.004
Si 11.142 1.987 29.815 0 0.005 0.003
Si 11.139 5.89 29.816 0.001 -0.001 0.003
Si 11.143 9.748 29.807 0 0 0.005
Si 11.147 -1.857 29.807 0.001 0 0.003
Si 15.007 1.972 29.853 -0.002 0.004 0.003
Si 14.998 5.879 29.842 -0.002 -0.001 0.001
Si 15.003 9.707 29.863 0 0.004 0.001
Si 15.003 -1.857 29.829 0 -0.002 0.002
Si 3.42 1.971 29.838 0 0.004 0.001
Si 3.409 5.854 29.828 0.001 -0.001 0.001
Si 3.428 9.687 29.861 -0.001 0.001 0
Si 3.417 13.61 29.83 0.003 -0.002 0
Si 1.934 -0.002 3.402 -0.003 -0.001 0.001
Si 1.937 3.86 3.41 0.001 0.001 0.003
Si 1.949 7.789 3.424 0.001 -0.007 0.003
Si 1.933 -3.897 3.433 0 0.002 0
Si 5.796 -0.017 3.389 0 0.001 -0.002
Si 5.798 3.86 3.406 -0.002 0.003 0
Si 5.799 7.782 3.433 -0.001 -0.006 0
Si 5.793 -3.935 3.419 0.001 0.003 -0.001
Si 9.668 0.015 3.39 0 -0.001 0.001
Si 9.673 3.87 3.416 0 0.002 0.001
Si 9.661 7.765 3.429 0.001 -0.005 -0.001
Si 9.67 -3.912 3.415 0 0.001 0.001
Si -1.934 -0.003 3.397 0 0.003 0
Si -1.933 3.865 3.419 -0.001 0.003 0.002
Si -1.934 7.784 3.43 0.003 -0.004 0
Si -1.93 -3.904 3.431 -0.001 0.001 0
Si 1.932 1.917 4.774 0.002 0 -0.002
Si 1.984 5.832 4.71 -0.004 0.001 -0.001
Si 1.966 9.682 4.898 0 0.001 0.001
Si 1.907 -1.942 4.739 0.002 0.002 0.001
Si 5.809 1.907 4.747 0.003 -0.001 -0.001
Si 5.809 5.824 4.721 0.002 0.002 -0.001
Si 5.777 9.668 4.924 0.001 0.003 -0.001
Si 5.76 -1.98 4.689 0.004 0.002 0.001
Si 9.687 1.929 4.777 -0.001 0 0.001
Si 9.68 5.822 4.754 -0.001 0.001 -0.003
Si 9.633 9.663 4.878 -0.002 -0.001 0
Si 9.667 -1.943 4.682 -0.001 0.004 0
Si -1.936 1.911 4.775 0.001 -0.004 0.001
Si -1.922 5.835 4.735 0 0 -0.002
Si -1.931 9.678 4.904 -0.001 0.003 0.007
Si -1.93 -1.945 4.727 -0.003 -0.002 -0.003
Si -0.007 1.898 6.134 0.003 0.003 -0.001
Si 0.054 5.867 6.02 0.003 0.003 -0.002
Si 0.042 9.686 6.293 0.002 0 -0.008
Si -0.019 -1.919 6.102 0.004 0 -0.004
Si 3.886 1.897 6.103 -0.003 0.002 -0.003
Si 3.902 5.841 6.09 -0.003 -0.002 -0.003
Si 3.861 9.688 6.393 -0.002 -0.001 -0.002
Si 3.845 -1.994 6.061 0.001 0 0.006
Si 7.74 1.899 6.107 0.001 0.001 -0.002
Si 7.725 5.802 6.074 -0.001 0.002 -0.006
Si 7.71 9.672 6.328 0.001 0.002 0.002
Si 7.712 -1.995 5.966 0.002 0.001 0.004
Si -3.853 1.909 6.158 -0.001 0.003 -0.003
Si -3.846 5.848 6.1 -0.001 0 -0.007
Si -3.911 9.669 6.276 -0.003 0.005 -0.003
Si -3.88 -1.926 6.029 -0.007 -0.001 0.001
Si 0.006 -0.028 7.539 0.004 -0.002 -0.012
Si 0.057 3.923 7.31 -0.002 -0.002 0.007
Si 0.078 7.668 7.571 -0.002 0 0.002
Si 0.018 -3.765 7.588 -0.007 -0.001 0.001
Si 3.896 -0.077 7.403 0.003 -0.002 0
Si 3.962 3.868 7.366 0.002 -0.001 -0.004
Si 3.868 7.64 7.671 0.003 0.005 -0.007
Si 3.816 -3.726 7.709 0.012 -0.001 -0.005
Si 7.739 -0.112 7.338 -0.001 0 0
Si 7.751 3.855 7.408 -0.002 -0.006 -0.003
Si 7.706 7.625 7.589 0.003 0.005 -0.001
Si 7.672 -3.723 7.566 -0.006 -0.001 -0.005
Si -3.871 -0.068 7.481 -0.003 0.005 -0.008
Si -3.806 3.898 7.424 -0.003 -0.005 0.001
Si -3.869 7.691 7.627 0.003 -0.001 -0.005
Si -3.996 -3.754 7.503 -0.003 0.003 -0.004
Si 2.005 -0.568 8.703 -0.003 -0.034 -0.018
Si 2.009 4.04 8.593 0.002 -0.017 -0.012
Si 1.938 7.152 8.995 -0.003 0.006 0.008
Si 1.861 -3.004 8.936 0.001 0.033 -0.017
Si 5.844 -0.563 8.643 -0.003 -0.01 -0.025
Si 5.846 4.04 8.774 -0.001 -0.029 -0.02
Si 5.807 7.19 8.963 -0.001 0.017 0.002
Si 5.785 -3 8.851 -0.003 0 0.005
Si -5.846 -0.634 8.648 -0.003 -0.008 -0.014
Si -5.767 4.072 8.68 0.003 -0.027 -0.02
Si -5.84 7.197 8.883 0 0.019 -0.003
Si -5.891 -3.101 8.823 0.007 -0.002 0.004
Si -1.958 -0.367 8.858 0.007 0.029 -0.01
Si -1.824 4.242 8.645 0.003 -0.037 0.003
Si -1.855 7.353 8.858 -0.003 0.022 -0.014
Si -2.03 -3.488 8.742 0.003 -0.016 -0.021
Si 9.21 1.996 31.198 0.017 -0.125 -0.073
Si 9.21 5.863 31.198 0.021 0.121 -0.02
Si 9.21 9.73 31.198 0.043 0.02 -0.109
Si 9.21 -1.872 31.198 -0.015 0.049 -0.212
Si 13.078 1.996 31.198 -0.115 -0.136 0.05
Si 13.078 5.863 31.198 -0.143 0.062 0.036
Si 13.078 9.73 31.198 -0.189 -0.071 0.076
Si 13.078 -1.872 31.198 -0.068 0.142 -0.049
Si 1.476 1.996 31.198 0.062 -0.082 0.048
Si 1.476 5.863 31.198 -0.017 0.092 -0.018
Si 1.476 9.73 31.198 0.053 -0.092 0.1
Si 1.476 13.597 31.198 -0.003 0.018 -0.089
Si 5.343 1.996 31.198 0.078 -0.105 0.054
Si 5.343 5.863 31.198 -0.018 0.034 0.023
Si 5.343 9.73 31.198 0.219 -0.083 0.127
Si 5.343 13.597 31.198 0.035 0.143 0
Si 9.21 3.929 32.566 0.008 0.01 -0.026
Si 9.21 7.796 32.566 0.033 0.012 0.016
Si 9.21 -3.805 32.566 -0.009 -0.024 -0.026
Si 9.21 0.062 32.566 0.03 -0.03 0.019
Si 13.078 3.929 32.566 -0.032 0.014 -0.024
Si 13.078 7.796 32.566 -0.078 0.019 0.027
Si 13.078 -3.805 32.566 -0.026 0 -0.022
Si 13.078 0.062 32.566 -0.066 -0.023 0.028
Si 1.476 3.929 32.566 0.008 -0.005 -0.008
Si 1.476 7.796 32.566 0.001 0.045 0.032
Si 1.476 11.663 32.566 0.014 0.006 -0.015
Si 1.476 0.062 32.566 0.001 -0.034 0.024
Si 5.343 3.929 32.566 0.035 0.016 -0.016
Si 5.343 7.796 32.566 0.035 0.049 0.029
Si 5.343 11.663 32.566 -0.009 -0.024 -0.018
Si 5.343 0.062 32.566 0.026 -0.039 0.03
Si 0 1.934 0.686 -0.009 -0.009 -0.02
Si 0 5.801 0.686 -0.01 -0.04 0.041
Si 0 -5.801 0.686 0.004 0.018 -0.057
Si 0 -1.934 0.686 -0.01 0.026 0.017
Si 3.867 1.934 0.686 -0.001 -0.011 -0.03
Si 3.867 5.801 0.686 0.004 -0.023 0.039
Si 3.867 -5.801 0.686 -0.018 0.016 -0.061
Si 3.867 -1.934 0.686 0.025 0.013 0.022
Si 7.734 1.934 0.686 -0.024 -0.01 -0.028
Si 7.734 5.801 0.686 -0.017 -0.022 0.022
Si 7.734 -5.801 0.686 0.026 0.01 -0.065
Si 7.734 -1.934 0.686 -0.002 0.024 0.009
Si -3.867 1.934 0.686 0.018 -0.001 -0.029
Si -3.867 5.801 0.686 0.013 -0.014 0.035
Si -3.867 9.668 0.686 0.017 0.012 -0.056
Si -3.867 -1.934 0.686 0.001 0.019 0.015
Si 0 0 2.053 0.035 0.026 -0.167
Si 0 3.867 2.053 0.011 -0.02 -0.035
Si 0 7.734 2.053 0.039 0.251 0.113
Si 0 -3.867 2.053 0.028 -0.244 0.07
Si 3.867 0 2.053 -0.065 0.026 -0.233
Si 3.867 3.867 2.053 -0.025 -0.077 -0.135
Si 3.867 7.734 2.053 0.071 0.257 -0.01
Si 3.867 -3.867 2.053 -0.071 -0.224 0.007
Si 7.734 0 2.053 -0.013 0.018 -0.223
Si 7.734 3.867 2.053 0.032 -0.012 -0.047
Si 7.734 7.734 2.053 -0.047 0.217 0.059
Si 7.734 -3.867 2.053 -0.025 -0.251 0.019
Si -3.867 0 2.053 0.012 0.025 -0.219
Si -3.867 3.867 2.053 0.037 -0.019 -0.052
Si -3.867 7.734 2.053 -0.032 0.238 0.096
Si -3.867 11.602 2.053 0.059 -0.251 0.032
Si 6.246 1.635 10.906 0.011 0.013 -0.01
Si 1.488 -3.957 12.055 0.004 -0.005 -0.016
Si 3.955 -1.488 17.71 0 -0.002 0.006
Si -4.474 0.872 13.253 -0.003 0.012 -0.025
Si 4.014 2.064 13.042 0 -0.009 -0.024
Si 13.188 10.89 16.104 -0.006 -0.001 0.006
Si 6.095 -3.494 11.151 -0.007 -0.007 0.002
Si 13.064 -0.032 16.998 -0.008 0.002 -0.003
Si 9.111 1.723 15.286 -0.002 0.004 -0.004
Si 2.339 7.782 17.421 -0.006 0.007 0.006
Si -5.425 8.86 11.538 0.003 -0.011 -0.013
Si 11.373 2.432 17.039 0 0.005 -0.006
Si -1.313 1.928 10.829 -0.002 0.023 -0.004
Si 13.283 6.34 17.698 0.001 -0.001 0
Si -2.339 9.594 10.92 -0.016 -0.017 -0.006
Si 1.663 6.63 14.492 -0.004 0.005 -0.007
Si 3.076 -0.213 14.962 -0.001 0.004 -0.004
Si 1.842 1.662 10.769 -0.016 0.002 -0.012
Si 0.097 0.558 15.544 -0.004 0.006 -0.008
Si -1.86 2.342 13.855 -0.004 0.01 -0.037
Si 9.362 1.646 10.805 -0.007 0.004 0
Si 5.544 -3.655 16.135 0.006 -0.009 0.007
Si 2.2 8.492 11.938 -0.002 -0.011 -0.025
Si 9.205 -3.635 11.125 0.013 -0.006 0.009
Si 4.125 -2.818 13.435 -0.005 -0.007 -0.002
Si -0.685 4.863 15.368 -0.008 0.006 -0.011
Si 6.391 7.292 14.254 0.007 0.015 -0.01
Si 10.818 9.474 21.285 -0.006 -0.014 0.024
Si 15.33 8.307 19.262 0.005 -0.009 0.023
Si 16.722 2.948 17.023 0.002 0.002 0
Si 2.368 1.847 21.665 0.003 -0.011 0.018
Si -1.432 -4.025 13.101 -0.001 -0.012 -0.014
Si 11.029 -2.25 16.029 -0.008 -0.004 0.002
Si 6.823 7.723 22.234 -0.005 0.005 0.004
Si 3.624 7.551 22.459 0.011 0.007 0.007
Si 4.221 3.296 16.794 0 -0.01 0.002
Si 9.605 7.22 14.302 0.005 0.01 -0.011
Si 14.724 11.232 18.739 -0.002 -0.005 0.002
Si 8.187 -2.787 17.472 0.001 0.003 0
Si 12.061 -3.685 20.004 -0.001 0.002 0.003
Si 5.398 8.85 11.721 0.002 -0.016 -0.009
Si -5.482 4.507 15.489 0.006 -0.003 -0.005
Si 12.079 -1.094 21.496 0 0.012 0.03
Si 14.926 7.929 22.337 0.007 0.015 0
Si 12.95 4.69 20.289 0.009 0.011 0.012
Si 6.815 1.945 17.1 -0.003 -0.008 0.008
Si 5.248 8.747 16.895 0.003 0.007 -0.001
Si 11.226 8.477 16.747 -0.001 0.001 -0.002
Si 7.404 -0.023 22.146 -0.004 -0.006 -0.004
Si 8.218 4.709 18.003 -0.002 0.007 -0.003
Si 14.916 2.399 21.356 -0.008 0 0.02
Si 10.222 1.062 21.705 -0.004 -0.007 0.021
Si 10.361 3.343 19.802 -0.004 -0.007 0.019
Si 12.164 7.104 21.944 0 0.009 0.015
Si 3.466 6.274 19.828 -0.007 0.024 0.022
Si 16.808 -2.137 19.489 0.012 -0.001 0.011
Si 14.331 -0.256 19.82 0.005 0.008 0.021
Si 4.419 4.949 14.363 -0.006 0 -0.012
Si 1.771 -1.204 22.306 0.008 0.005 0.007
Si -4.043 -2.161 12.96 -0.009 0.002 -0.008
Si 2.915 3.483 19.42 -0.002 -0.008 0.004
Si 6.409 7.03 19.281 0.01 0.015 0.017
Si 9.779 10.438 18.761 -0.01 -0.006 -0.003
Si 6.653 -0.494 19.056 0.006 0.005 0.017
O 2.152 2.855 9.716 -0.002 0.003 0.011
O 3.613 -1.387 13.985 -0.002 -0.001 0.009
O 15.758 4.087 16.413 0.003 0 0.005
O 1.953 5.526 9.318 0.001 0.006 0.03
O 1.866 7.791 10.506 0.007 0.002 0.008
O 1.73 -3.309 10.57 0.001 -0.017 0.039
O 1.403 -5.568 11.913 0.002 0.008 0.01
O 5.819 2.945 10.011 0.003 -0.007 0.014
O -1.546 -4.402 14.672 -0.001 0.002 0.011
O -3.85 -0.55 12.748 -0.001 -0.005 0.009
O 5.804 8.01 10.388 -0.003 0.002 0.007
O 3.81 8.71 12.049 -0.002 0.005 0.003
O 9.549 0.19 10.091 -0.001 0.01 0.019
O 9.231 3.267 14.721 -0.001 -0.002 0.003
O 9.676 5.597 9.34 0 0.005 0.033
O 14.37 7.315 18.41 -0.005 -0.006 -0.004
O -3.359 1.702 14.14 0.003 -0.002 0.011
O -2.005 0.574 10.221 0.002 0.009 0.015
O -1.638 3.159 9.844 0.002 -0.007 0.01
O -1.878 5.758 9.323 0.001 -0.004 0.03
O 9.222 4.329 19.222 -0.003 0.001 0
O -1.67 8.277 10.227 0.001 0.007 0.016
O -1.652 -5.453 12.327 0.006 0.014 0.018
O 5.104 -2.618 12.134 -0.003 -0.001 0.012
O 4.769 4.549 15.911 0.003 -0.003 0.005
O -4.994 1.75 11.986 0.007 -0.005 0.02
O 15.704 -0.959 19.33 -0.005 -0.001 0.001
O -5.809 0.648 14.192 -0.005 -0.002 0.013
O 2.988 5.712 14.307 0.007 -0.001 0.006
O 12.038 -3.471 16.365 0.006 -0.005 0.001
O 2.633 -1.764 18.597 0.002 0.002 -0.002
O 2.679 1.957 12.118 0.016 0.004 0.022
O 4.14 3.698 18.366 0.006 0.001 0.002
O 14.414 11.083 17.155 -0.002 0.002 0.002
O 4.462 -2.91 17.098 -0.004 0.008 0.003
O 14.459 1.84 22.841 0.002 0.002 -0.016
O -0.619 1.397 14.338 0.003 -0.006 0.018
O 3.115 -1.453 23.201 -0.009 0.007 -0.009
O 1.891 0.3 21.704 0.003 0.009 0.006
O 16.015 1.504 16.8 0.001 0 0.003
O 3.623 8.743 17.112 0 -0.004 0.004
O 3.073 7.442 20.916 0.001 -0.013 -0.021
O 13.096 6.049 21.152 -0.004 -0.015 -0.012
O 11.787 -0.87 16.444 0.004 0.003 0.005
O 7.989 7.097 14.507 -0.003 -0.003 0.006
O 9.237 -5.194 11.668 -0.001 0.006 0.007
O 14.997 4.091 23.976 -0.002 -0.005 -0.016
O 9.634 2.251 20.765 -0.001 0.011 -0.013
O 14.659 9.771 19.431 0.003 0.009 -0.002
O 5.245 2.04 16.684 0.001 0.004 0.005
O 9.027 0.021 22.054 0.003 0.01 -0.003
O 7.669 -1.698 18.587 0.001 -0.005 0
O 8.466 11.237 18.216 0.003 0.001 0.004
O 14.112 3.698 20.814 -0.002 0.005 -0.002
O 7.071 0.881 18.293 0 0.007 -0.008
O 14.681 1.274 20.215 -0.001 -0.006 -0.003
O 11.037 11.479 18.779 0.002 0.003 0.007
O -3.888 9.234 11.207 0.003 0.003 0.006
O 5.795 -5.071 11.456 0.002 0.008 0.007
O 3.043 8.876 23.216 0 0.002 -0.002
O 11.234 6.478 23.115 -0.004 -0.003 -0.006
O 6.94 1.343 22.943 -0.001 0 -0.008
O 2.869 4.838 20.328 0.002 -0.007 0.006
O 3.298 2.238 22.934 -0.008 -0.014 -0.023
O 11.15 4.003 24.008 0 -0.003 -0.018
O 15.37 6.603 23.184 0.003 -0.007 -0.004
O 10.926 1.613 23.053 -0.002 0.001 -0.004
O 11.735 -1.199 23.085 0.011 0.008 -0.021
O 5.09 6.205 19.759 0.003 -0.002 -0.001
O 3.366 11.496 23.931 -0.002 -0.01 -0.026
O 13.552 -3.351 19.454 0.003 0.007 0.003
O 3.241 2.164 20.322 0.006 0.008 -0.007
O 15.85 -1.315 23.183 0.011 0.012 -0.016
O 9.429 8.044 10.276 0.001 0.001 0.008
O 10.554 9.489 22.896 0.004 0 -0.007
O 16.498 2.784 21.541 -0.001 -0.005 0.006
O 7.306 3.416 17.612 0 0.002 0.002
O -2.594 -2.909 12.765 0.003 0 0.009
O 11.205 7.928 20.913 -0.006 0.011 -0.004
O 14.415 -0.443 16.151 -0.001 0.001 0.009
O 7.017 -1.345 23.01 -0.003 -0.004 -0.007
O 7.236 3.888 23.792 0.001 -0.006 -0.027
O 9.055 5.143 16.674 -0.002 0.002 0.009
O 7.413 9.084 22.932 -0.003 0 -0.003
O 7.301 11.615 23.807 0.001 -0.005 -0.026
O 11.461 4.154 20.677 0.001 0.002 0.002
O 11.364 0.24 20.891 0.007 -0.006 -0.006
O 11.242 2.635 18.638 0.002 -0.002 0.001
O 13.819 5.84 16.243 0.003 -0.004 0.009
O 10.199 9.193 17.798 0.004 0 0.002
O 7.135 7.65 20.624 -0.007 -0.008 -0.018
O -4.706 -2.363 14.43 0.004 0.004 0.003
O 5.001 -3.588 14.592 -0.005 0.007 -0.006
O 13.067 5.051 18.694 -0.001 0 0
O 11.211 -3.685 23.911 0 -0.004 -0.014
O 15.508 9.278 23.04 -0.001 0.005 -0.001
O 1.746 -2.266 21.067 0 -0.003 -0.01
O 0.059 -3.446 12.702 -0.005 0.003 0.011
O 16.698 8.511 18.378 0.003 0 -0.004
O -2.168 -4.573 9.964 -0.007 -0.003 0.017
O 15.119 -3.763 23.93 0 -0.008 -0.023
O 2.711 2.928 16.276 -0.001 0 0.003
O 12.08 10.476 20.98 0 0.01 -0.005
O 5.228 7.733 22.483 -0.002 -0.001 0.003
O 3.592 -0.458 16.492 -0.004 -0.003 0.001
O 1.657 7.683 13.246 0 -0.007 0.021
O -1.609 3.829 14.492 0.006 0.003 0.013
O 5.964 0.251 10.087 0.001 0.011 0.021
O 7.581 1.432 15.741 0.002 -0.002 0.004
O 2.233 0.188 10.178 0.004 0.021 0.032
O 3.232 6.138 23.175 -0.001 0.01 -0.019
O 13.275 -0.324 18.58 -0.002 0 -0.007
O 7.027 -2.97 16.322 -0.001 0 0.007
O 6.001 8.235 18.254 -0.003 -0.005 -0.001
O 16.175 -3.543 18.961 -0.005 0.001 0.001
O 5.697 10.27 16.593 -0.003 -0.004 0.003
O 11.335 3.859 16.206 0.007 0 0.011
O 5.822 5.582 9.394 0.001 0.008 0.029
O 2.767 -3.63 13.019 0.007 0.006 0.007
O -1.977 -1.947 9.376 0 0.003 0.036
O 3.725 1.156 14.362 -0.003 -0.005 0.01
O 5.646 5.891 13.835 -0.003 -0.006 0.007
O 13.301 8.124 22.532 -0.004 -0.005 -0.005
O 12.746 1.576 16.804 0.007 -0.005 0.005
O 1.7 7.33 15.983 0.003 -0.004 0.01
O 5.11 -0.864 18.676 -0.007 -0.003 -0.004
O -5.544 7.932 12.869 0 -0.004 0.011
O 6.235 8.341 13.018 -0.002 -0.006 0.014
O 9.565 9.908 20.311 0 0.001 -0.003
O 7.674 -3.117 11.481 0.001 0.002 0.012
O 9.685 2.909 9.836 -0.003 0.004 0.007
O -1.901 2.413 12.243 0.018 -0.013 -0.002
O 13.667 -0.979 21.136 0.001 0.006 -0.011
O 11.458 -2.408 20.785 0.002 -0.017 -0.009
O 10.036 1.592 16.626 0.001 0 0.003
O -5.209 5.706 14.412 -0.003 -0.001 0.008
O 2.862 6.521 18.326 0.001 -0.003 -0.005
O 7.434 6.404 22.985 0.004 -0.004 -0.01
O 0.258 1.648 11.073 -0.004 0.007 0.001
O 5.668 7.823 15.617 -0.003 -0.001 0.01
O 15.493 7.769 20.806 0.001 0.006 -0.016
O 12.472 9.431 16.277 0.003 -0.001 0.004
O 11.876 7.142 17.441 0.001 -0.003 -0.001
O 6.747 -0.197 20.663 -0.002 -0.005 -0.004
O -5.166 8.125 15.456 0.003 0 0.013
O 1.508 3.252 18.604 -0.008 0.001 -0.001
O -5.12 -2.756 11.896 -0.002 -0.003 0.001
O 1.425 -0.19 14.955 0.007 0.001 0.004
O 0.281 5.753 14.386 -0.003 -0.004 0.009
O 7.819 1.753 11.341 -0.001 -0.001 0
O 4.294 3.613 13.45 0.001 0.01 0.016
O 5.343 1.556 12.253 -0.019 0.004 0.023
O 7.368 5.994 18.486 0.002 -0.009 0.001
O 9.578 -2.299 16.768 0.004 -0.002 0.004

Results
free energy: -270675.023 eV
free energy less fixed offsets of O -568.88, Si -635.61 eV per atom: -11.823 eV

The program warned: the cutoff lies below the one the program advises for these potential files; the exchange-correlation potential is rough where the density is thin.
